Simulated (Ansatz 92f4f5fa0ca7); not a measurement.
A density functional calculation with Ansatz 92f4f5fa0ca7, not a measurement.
Periodic cell of 285 atoms, Si195O90, from a study of silicon, its oxide and their interface. The atomic structure is a simulated model.
Doubt: the cutoff is far below the 930 eV that the study's wrapper takes by default for these files, so forces and energies are approximate.
This geometry differs little from another in the collection (a relaxation step or a small displacement).

Settings
functional: PBE
potential files: Ansatz PAW
basis: plane waves
wave-function cutoff: 580 eV
density cutoff ratio: 5
exchange-correlation grid ratio: 1
k mesh: 1 x 1 x 1, Gamma-centred
self-consistency stop: 5e-08 eV per atom in the density residual
occupations: fixed
spin: none
net charge: 0

Cell vectors (angstrom)
a  11.6015  0  0
b  0  10.938  0
c  0  0  40.4798

Atoms and the computed forces on them: element, x, y, z (angstrom), force x, y, z (eV/angstrom)
Si  0  0  0.9665  0.0016  0.0153  -0.0043
Si  3.8672  0  0.9665  -0.0003  0.0269  0.0057
Si  7.7343  0  0.9665  -0.0007  0.0873  0.0046
Si  1.9336  1.3673  0.9665  -0.0072  -0.0196  -0.0042
Si  5.8008  1.3673  0.9665  -0.0087  -0.0383  0.0017
Si  9.6679  1.3673  0.9665  0.0137  -0.0404  -0.0087
Si  0  5.469  0.9665  0.0001  0.0218  0.0068
Si  3.8672  5.469  0.9665  -0.0113  0.055  -0.0044
Si  7.7343  5.469  0.9665  0.0117  0.0296  -0.0009
Si  1.9336  6.8362  0.9665  -0.0038  -0.0299  0.0014
Si  5.8008  6.8362  0.9665  0.0078  -0.092  -0.0028
Si  9.6679  6.8362  0.9665  -0.0007  -0.0011  0.0072
Si  1.9336  2.7345  39.5127  0.0202  0.0218  0.0017
Si  5.8008  2.7345  39.5127  0.0081  0.0259  0.007
Si  9.6679  2.7345  39.5127  -0.0096  0.0364  0.0146
Si  0  4.1018  39.5127  -0.0072  -0.0117  0.007
Si  3.8672  4.1018  39.5127  0.0076  -0.0594  -0.0039
Si  7.7343  4.1018  39.5127  0.0083  -0.0202  0.0031
Si  1.9336  8.2035  39.5127  0.0051  0.0126  0.0182
Si  5.8008  8.2035  39.5127  -0.0112  0.1216  -0.0474
Si  9.6679  8.2035  39.5127  0.0198  -0.0314  0.0249
Si  0  9.5708  39.5127  0.0076  -0.0138  0.0106
Si  3.8672  9.5708  39.5127  -0.0017  -0.0047  0.0093
Si  7.7343  9.5708  39.5127  0.0197  -0.1016  -0.0339
Si  0  0  4.8337  -0.0026  0.0318  -0.1291
Si  3.8672  0  4.8337  0.0085  0.068  -0.0021
Si  7.7343  0  4.8337  -0.049  0.0803  0.1245
Si  1.9336  1.3673  4.8337  0.0154  0.0111  -0.0991
Si  5.8008  1.3673  4.8337  -0.0067  -0.0093  0.0726
Si  9.6679  1.3673  4.8337  -0.0355  -0.0509  -0.0113
Si  0  5.469  4.8337  -0.0167  0.0354  -0.039
Si  3.8672  5.469  4.8337  0.0263  0.1058  0.0132
Si  7.7343  5.469  4.8337  -0.0346  0.0402  0.0097
Si  1.9336  6.8362  4.8337  0.0118  -0.0276  0.0264
Si  5.8008  6.8362  4.8337  0.0089  -0.0127  0.1224
Si  9.6679  6.8362  4.8337  -0.059  -0.0232  -0.054
Si  1.9336  2.7345  2.9001  -0.0116  -0.004  -0.0198
Si  5.8008  2.7345  2.9001  -0.0009  0.0462  0.0148
Si  9.6679  2.7345  2.9001  -0.0028  0.0286  -0.0045
Si  0  4.1018  2.9001  -0.0021  -0.0075  -0.0189
Si  3.8672  4.1018  2.9001  0.0012  -0.0514  0.0039
Si  7.7343  4.1018  2.9001  -0.0098  -0.0316  0.0085
Si  1.9336  8.2035  2.9001  -0.0119  0.0278  0.0003
Si  5.8008  8.2035  2.9001  -0.0026  0.0824  0.0143
Si  9.6679  8.2035  2.9001  0.0032  -0.0015  -0.006
Si  0  9.5708  2.9001  0.0022  0.013  -0.0287
Si  3.8672  9.5708  2.9001  -0.0088  -0.025  0.0016
Si  7.7343  9.5708  2.9001  -0.003  -0.0843  0.0115
Si  0.478  -0.1705  29.7581  0.0105  0.0146  0.0059
Si  4.4899  0.766  30.4856  -0.0003  -0.0084  0.004
Si  10.1425  1.2542  29.7681  0.0091  0.0089  -0.015
Si  2.3045  1.3654  29.9057  -0.0018  0.0067  0.0078
Si  5.7675  0.963  28.5551  -0.0103  -0.0015  -0.0138
Si  8.5024  -0.406  29.4971  -0.0399  0.0072  0.0019
Si  -2.4338  6.1487  30.6172  -0.009  0.014  0.021
Si  1.3737  7.0216  29.9534  -0.0126  0.0187  0.0069
Si  8.4367  6.1178  28.4384  -0.02  -0.0143  -0.0164
Si  3.1152  5.4255  29.6828  0.0026  -0.0253  -0.0218
Si  5.6428  7.3089  29.2387  -0.0128  -0.011  -0.0327
Si  11.2927  5.3792  30.1187  0.028  -0.0242  -0.0101
Si  1.9369  2.6542  31.8528  0.0191  -0.019  -0.0097
Si  5.4101  2.6589  31.7053  0.0026  -0.0117  0.0286
Si  9.8422  2.5717  31.7776  0.0199  -0.0028  0.0149
Si  0.0678  3.9921  31.9341  -0.0279  0.0139  -0.0129
Si  3.6498  4.2219  31.739  -0.0125  0.0101  0.0008
Si  8.1395  4.212  31.7009  -0.037  0.0016  -0.0063
Si  2.0189  8.3001  31.8298  0.0182  0.0086  -0.0157
Si  5.9203  8.1589  31.5088  -0.0028  -0.0064  0.0118
Si  9.6772  8.1211  31.8672  0.0048  -0.001  0.0093
Si  0.0442  9.5614  31.7959  -0.0102  -0.0092  0.0026
Si  4.0764  9.6516  31.737  -0.0239  0.0007  0.0009
Si  7.8354  9.5429  31.6078  0.0128  0.0075  0.0005
Si  -0.0135  -0.037  33.7427  0.0043  0.0115  -0.0041
Si  3.9254  -0.0498  33.76  0.0145  -0.0003  -0.0076
Si  7.7087  0  33.5839  -0.0013  0.0025  -0.0028
Si  1.9613  1.2738  33.7474  -0.0191  -0.004  -0.0057
Si  5.7887  1.4272  33.7127  -0.0033  0.0087  -0.0138
Si  9.6593  1.3136  33.736  -0.0003  -0.0055  0.003
Si  0.0654  5.505  33.7566  0.0034  0.0057  0.0075
Si  3.8995  5.5097  33.6864  -0.0054  0.0034  0.0001
Si  7.7981  5.4082  33.7241  -0.0028  -0.0049  -0.0067
Si  2  6.8945  33.7422  -0.0069  -0.0095  0.0047
Si  5.8762  6.8122  33.5423  0.0069  -0.0045  -0.01
Si  9.7092  6.8282  33.8212  0.0074  -0.0022  -0.0112
Si  1.9639  2.7192  35.6361  0.0009  0.006  0.0028
Si  5.8216  2.741  35.6651  0.0012  0.0003  -0.0042
Si  9.6816  2.7347  35.6404  -0.0013  0.003  -0.0039
Si  0.0346  4.0935  35.6531  -0.0009  -0.0037  -0.0027
Si  3.8934  4.1123  35.6226  0.0015  -0.001  0.0016
Si  7.7474  4.0921  35.6714  0  -0.0035  0.004
Si  1.9547  8.2194  35.6777  0.0004  -0.0013  -0.0053
Si  5.8362  8.1538  35.5703  0.006  0.0104  0.0023
Si  9.6638  8.2341  35.6904  -0.0023  0.0049  0.0043
Si  0.0121  9.5562  35.6707  -0.0012  -0.0029  -0.002
Si  3.9118  9.5321  35.6747  -0.0007  -0.0022  0.002
Si  7.719  9.593  35.5869  -0.0033  -0.0083  -0.0017
Si  0  0  37.5791  0.006  0.084  0.0556
Si  3.8672  0  37.5791  0.1174  -0.0229  0.0698
Si  7.7343  0  37.5791  -0.0706  0.0351  -0.2842
Si  1.9336  1.3673  37.5791  0.0444  -0.0285  -0.0065
Si  5.8008  1.3673  37.5791  -0.0199  -0.0529  0.1161
Si  9.6679  1.3673  37.5791  0.0451  -0.0221  -0.0294
Si  0  5.469  37.5791  0.0377  -0.008  0.0253
Si  3.8672  5.469  37.5791  -0.0038  0.0108  -0.083
Si  7.7343  5.469  37.5791  0.0197  0.0651  0.1468
Si  1.9336  6.8362  37.5791  0.0149  -0.0863  0.1096
Si  5.8008  6.8362  37.5791  0.0797  -0.1052  -0.3092
Si  9.6679  6.8362  37.5791  -0.0904  -0.0119  0.1846
Si  1.9395  2.7599  6.7401  -0.0004  -0.0021  0.0018
Si  5.7853  2.7355  6.7822  -0.0001  0.0012  -0.001
Si  9.6414  2.7388  6.76  0.0007  0.0007  -0.0018
Si  -0.0211  4.0984  6.7578  -0.0018  -0.0005  0.0007
Si  3.8707  4.1215  6.7754  0.0004  0.0005  -0.0027
Si  7.7153  4.1087  6.774  0.0008  -0.0022  0.0017
Si  1.9341  8.2095  6.7676  0.0008  0.0025  -0.001
Si  5.7881  8.2072  6.7896  -0.001  0.0031  0.0006
Si  9.6344  8.2195  6.7472  -0.0011  -0.0018  -0.0006
Si  -0.0169  9.5583  6.7397  -0.0003  0.0012  0.0015
Si  3.8636  9.577  6.7661  0  -0.0002  0.0002
Si  7.7105  9.593  6.7983  -0.001  -0.0045  -0.0021
Si  -0.0083  0.0517  8.6055  0.001  0.0057  0.0005
Si  3.8644  -0.0246  8.7192  -0.0013  0.0053  -0.0014
Si  7.6937  0.0276  8.7567  -0.0033  0.0095  0.0079
Si  1.9369  1.3626  8.6307  -0.0006  -0.0055  0.0039
Si  5.7719  1.3794  8.7346  0.0021  -0.01  0.0039
Si  9.6371  1.387  8.7008  0.0004  -0.0069  0.0013
Si  -0.0381  5.5263  8.6425  0.0012  0.0064  0.0051
Si  3.8713  5.4692  8.7333  0.001  0.0066  0.0022
Si  7.6948  5.4899  8.7019  -0.0058  0.0064  0.0052
Si  1.919  6.8197  8.6872  -0.0026  -0.0087  0.0061
Si  5.7935  6.8564  8.7501  0.005  -0.0084  0.0044
Si  9.6193  6.879  8.6832  0.0004  -0.0047  -0.0002
Si  1.8615  2.7686  10.5081  0.0026  0.0059  -0.0004
Si  5.7817  2.6471  10.7435  0.0003  0.0091  -0.0039
Si  9.6241  2.8806  10.5435  -0.0038  0.0118  0.0036
Si  -0.0217  4.1972  10.566  0.0014  -0.0092  -0.0021
Si  3.837  4.0487  10.6414  -0.0092  -0.01  0.0045
Si  7.6525  4.1473  10.6524  0.0034  -0.011  -0.0075
Si  1.8713  8.161  10.6249  0.0016  0.0111  -0.0069
Si  5.837  8.1292  10.7744  -0.0028  0.0085  -0.0045
Si  9.6334  8.3927  10.5134  0.0042  0.0048  0.0077
Si  0.0165  9.6645  10.5205  -0.0038  -0.0099  -0.0011
Si  3.8586  9.4148  10.583  0.0038  -0.008  0.0064
Si  7.6686  9.6845  10.7675  0.002  -0.011  -0.0107
Si  -0.1116  0.1686  12.3936  -0.0041  -0.019  0.0065
Si  3.7149  -0.1505  12.4381  -0.0073  -0.0204  -0.0023
Si  7.844  0.1094  12.8027  0.0086  -0.0098  0.0128
Si  1.9386  1.3667  12.3769  0.0059  0.0219  -0.0022
Si  5.642  1.2034  12.7389  -0.0085  0.0123  0.0042
Si  9.6332  1.6038  12.4793  0.0062  0.0168  -0.002
Si  -0.0949  5.5953  12.4831  -0.0158  -0.0165  0.0012
Si  3.7901  5.406  12.5892  0.0074  -0.0133  -0.0059
Si  7.8562  5.532  12.5891  0.0126  -0.0094  0.0051
Si  1.8876  6.8629  12.6385  0.0018  0.0139  0.009
Si  5.771  6.6656  12.7367  -0.0143  0.0059  0.0061
Si  9.6548  7.0303  12.3758  0.0062  0.0221  -0.0093
O  3.2972  10.0837  13.8971  0.0014  0.002  -0.0028
O  15.3576  -6.4302  14.0048  -0.0011  0.0028  0.0026
O  5.0751  2.1928  13.973  0.0039  -0.0019  -0.0043
O  9.6762  18.7837  13.8372  -0.0036  -0.0038  0.0031
O  5.5545  7.4411  14.1897  0.0017  -0.0011  -0.0053
O  9.7776  2.4206  13.9383  -0.0032  -0.0067  -0.003
O  8.3813  15.607  13.9351  -0.0055  0.0009  -0.0065
O  2.3106  2.3045  13.707  0.0024  0.0012  0.0025
O  -0.463  4.7002  13.8473  0.0041  0.0008  -0.0024
O  8.4964  10.1927  14.1177  -0.0084  0.0075  -0.0117
O  1.8149  7.8562  13.9816  0.0001  -0.0078  -0.0107
O  11.1811  10.0614  13.6517  0.0015  0.0019  -0.0045
O  9.3377  7.021  27.4066  0.0002  -0.0044  -0.0043
O  8.6192  4.5682  27.883  -0.0037  0.0069  0.0018
O  6.7671  3.4511  31.0945  0.0245  0.0106  0.0126
O  5.1513  8.6079  28.3566  0.0037  -0.004  0.0075
O  5.9519  13.4227  27.9376  0.0008  -0.0007  0.0004
O  4.9749  0.119  27.3948  -0.0012  -0.0016  -0.0044
O  -27.5491  -21.5109  28.7791  0.021  -0.011  0.0089
O  6.8918  -4.3048  28.4266  0.0105  0.0048  0.025
O  9.8759  2.2717  28.4822  -0.0009  -0.0079  0.0077
O  -7.1131  6.1637  29.1946  0.001  0.0063  0.0094
O  2.6479  4.3093  28.5661  0.0004  0.0063  0.0117
O  11.1934  -6.3366  28.6344  0.0027  0.0039  0.0065
Si  1.2651  0.5421  24.2119  0.0019  0.0001  -0.0034
Si  2.8107  6.941  23.7464  0.0003  -0.0022  -0.0053
Si  4.3745  5.8297  17.9668  0.0001  -0.0015  0.0064
Si  10.0373  8.5025  27.4373  -0.0002  0.0011  -0.0173
Si  11.7817  9.2803  16.8041  0  -0.0002  0.0054
Si  -0.3065  7.2676  20.5092  -0.0005  -0.0014  -0.0005
Si  2.6799  1.086  19.6328  -0.001  -0.0003  0.0024
Si  5.1534  7.8083  15.7213  0.0003  -0.0021  0.0076
Si  -1.4807  5.6038  22.8791  -0.0009  -0.0023  -0.0043
Si  5.1334  9.5032  26.985  0.0008  0.0026  -0.0047
Si  3.656  2.9228  14.3984  -0.005  -0.009  0.0041
Si  0.3496  13.8602  25.7939  0.0044  0.0018  -0.0063
Si  -3.7559  3.8573  21.8369  -0.0007  -0.0003  -0.0011
Si  8.8632  -3.6829  18.644  0.0007  -0.0024  0.0047
Si  1.1433  4.4226  23.4614  0.0013  -0.0025  -0.0037
Si  -2.4322  2.676  19.3233  -0.001  -0.0013  0.0032
Si  10.0461  3.7481  27.8134  0.005  0.0039  -0.0016
Si  9.7143  8.2947  24.3554  -0.0056  -0.0009  -0.0111
Si  2.5075  9.0478  14.8761  -0.0014  0.0013  0.0084
Si  2.4442  2.7724  28.0081  -0.0044  0.0043  -0.0008
Si  6.6189  8.3204  24.8586  -0.003  0.0004  -0.0094
Si  9.7908  3.9763  14.4365  0.0013  0.0053  0.0053
Si  6.6248  1.247  18.3447  -0.0004  -0.0012  0.0049
Si  0.5832  8.7034  28.4268  0.027  -0.0168  -0.0055
Si  5.1305  3.0234  26.6253  0.0004  -0.0028  -0.0013
Si  11.2312  0.2638  19.3855  -0.0007  -0.0022  0.0025
Si  13.893  9.0787  25.7989  -0.0011  -0.002  -0.0026
Si  11.2797  -1.1769  22.0819  -0.0005  0.0001  -0.006
Si  5.0963  -2.6795  22.1993  -0.0007  -0.0012  0.0001
Si  12.7866  6.4548  18.0317  -0.001  0.0005  0.0051
Si  6.3945  6.1143  20.3537  -0.001  -0.0012  0.0012
Si  9.9042  9.3609  14.3971  0.0039  0.0018  0.0011
Si  5.0059  -0.7001  19.7711  -0.0002  -0.0005  0.0022
Si  3.0523  2.2444  22.5387  0.0014  -0.0005  -0.0026
Si  4.1086  2.7491  17.4392  -0.0013  0.0015  0.0046
Si  10.3065  -6.0742  17.3911  -0.0006  0  0.0039
Si  6.8596  9.3869  17.5825  -0.0015  -0.0018  0.0047
Si  5.815  3.1608  23.7455  -0.0024  0.0008  -0.0038
Si  5.2344  5.625  25.2165  -0.0026  -0.0034  -0.0039
O  10.1153  1.3876  19.0423  -0.0018  0.0004  -0.0021
O  5.8389  4.779  23.9691  -0.0015  -0.0031  0.0012
O  9.4375  -4.6922  17.4965  0.0003  -0.0009  -0.0025
O  9.8906  4.0387  16.0542  -0.0003  -0.0004  -0.0041
O  3.1805  1.5253  21.1061  -0.0007  0.0001  0.0016
O  4.9301  9.5619  21.242  -0.0003  -0.001  0.0006
O  -1.683  3.9616  18.6833  -0.0004  -0.0009  -0.0022
O  3.6411  8.3923  15.8404  -0.0013  -0.0008  -0.0031
O  -2.9704  4.9814  22.7313  0.0013  0  0.0005
O  -3.8418  6.5051  19.5642  -0.0005  -0.0013  -0.0009
O  3.8997  9.121  26.0055  -0.0034  -0.0012  0.0036
O  0.1825  1.635  24.7878  -0.0029  -0.0002  0.0017
O  1.323  4.0093  25.0397  -0.002  -0.0024  0.0026
O  7.3204  0.0103  17.5368  -0.0002  0.0009  -0.0025
O  6.2447  -2.0003  16.1512  0.001  0.0009  -0.002
O  10.1512  9.3161  23.1633  -0.0039  -0.0041  0.007
O  2.6661  12.1648  23.7482  -0.0012  -0.0007  0.0009
O  5.4356  1.8143  17.397  -0.0015  -0.0002  -0.003
O  1.078  0.9281  19.6807  0  -0.0007  -0.0008
O  1.8984  3.3943  22.4546  0  -0.0002  0.0016
O  1.6155  10.5111  25.4638  -0.0009  -0.0038  0.0048
O  4.5045  2.8448  22.8647  -0.0006  -0.0022  0.0014
O  7.7152  13.3458  18.6252  -0.0007  -0.0005  -0.0022
O  -0.9246  -0.3922  20.7841  -0.0014  -0.0007  -0.0005
O  -7.0246  4.2391  17.8199  -0.0012  -0.0011  -0.0042
O  8.1108  8.2846  24.2971  0.0052  -0.0039  0.0056
O  1.9774  8.0939  24.5437  -0.0011  0.0035  0.0063
O  7.1395  2.7936  22.8715  -0.0008  -0.0012  0.0015
O  10.505  3.5495  26.2468  -0.0017  0  0.0036
O  3.5849  2.5421  26.8505  0.0018  -0.0007  -0.0034
O  5.665  8.7809  23.6282  0.0029  -0.0029  0.0029
O  5.9607  0.6497  19.7401  -0.0007  -0.0009  -0.0012
O  1.6759  8.5648  27.1982  -0.0046  0.0063  0.002
O  -0.1256  -0.7388  18.1184  0.0002  0.0007  0
O  12.3222  -0.2309  22.8891  -0.0011  -0.0002  0.0014
O  6.2158  6.8736  25.4876  0.0009  0.0024  0.001
O  1.0489  2.4979  27.2067  -0.0027  -0.0043  0.0045
O  9.0425  9.4526  28.3529  0.0025  -0.0001  0.0012
O  3.6455  -3.3784  22.4898  0.0002  -0.0004  0.0018
O  5.739  13.3658  25.2144  0.0001  -0.0006  0.0009
O  8.8869  3.0114  20.8998  -0.0006  -0.0007  0.0003
O  5.1799  4.659  26.5314  0.001  0.004  0.0003
O  -1.0338  6.1663  21.4311  0.0003  -0.0002  -0.0003
O  1.4117  -1.1301  15.8374  0.0018  -0.001  -0.0055
O  0.674  -3.1401  17.2674  0.0006  -0.0029  -0.0025
O  3.7473  6.1628  24.8328  -0.0009  0.0001  0.0029
O  3.4859  10.6326  19.2878  -0.0009  -0.0014  -0.0021
O  5.6831  9.1786  18.7201  -0.0001  -0.0009  -0.0027
O  5.0666  6.1915  19.4038  -0.0007  -0.0018  -0.0013
O  3.0262  2.2205  18.5257  -0.0011  -0.0017  -0.002
O  -3.4275  -2.4202  17.9163  -0.0014  0.0009  -0.003
O  3.409  2.7478  15.9833  0.0024  0.0008  -0.0056
O  10.2144  8.8586  25.8233  0.0007  -0.0004  0.0134
O  0.3132  -5.7339  17.4139  -0.0012  -0.0012  -0.0027
O  10.371  9.2552  15.9595  -0.0025  -0.0013  -0.001
O  5.2078  6.5416  16.7507  -0.0004  -0.0004  -0.0042
O  11.9805  -2.5109  21.4383  -0.0005  -0.0014  0.0003
O  10.1041  7.8376  19.5369  0.0006  -0.0017  0.0003
O  0.8788  6.5909  19.6306  -0.0021  0.0005  -0.0003
O  -0.4622  4.3804  23.215  -0.0012  -0.0004  0.001
O  6.1354  7.1778  21.5647  -0.0006  -0.0003  0.0006
O  1.7156  5.9066  23.1515  0.0013  0.0023  0.0017
O  10.2208  6.7686  24.0298  -0.0015  0.0036  0.0029
O  2.7889  6.2165  17.8882  -0.0003  -0.0004  -0.0022
O  6.5001  -1.5789  26.1074  -0.0014  -0.0021  0.003
O  6.6756  4.614  20.956  -0.0003  -0.001  0

Results
free energy: -175146.533 eV
free energy less fixed offsets of O -568.88, Si -635.61 eV per atom: -3.383 eV

The program warned: the cutoff lies below the one the program advises for these potential files; the forces do not sum to zero within the program's tolerance; the exchange-correlation potential is rough where the density is thin.
